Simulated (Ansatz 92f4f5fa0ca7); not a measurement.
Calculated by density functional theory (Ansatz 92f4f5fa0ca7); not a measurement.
Periodic cell of 285 atoms, Si195O90, from a study of silicon, its oxide and their interface. The atomic structure is a simulated model.
Doubt: the cutoff is far below the 930 eV that the study's wrapper takes by default for these files, so forces and energies are approximate.
This geometry differs little from another in the collection (a relaxation step or a small displacement).

Settings: functional PBE; potential files Ansatz PAW; basis plane waves; wave-function cutoff 580 eV; density cutoff ratio 5; exchange-correlation grid ratio 1; k mesh 1 x 1 x 1, Gamma-centred; self-consistency stop 5e-08 eV per atom in the density residual; occupations fixed; spin none; net charge 0.

Cell vectors (angstrom)
a	11.6015	0	0
b	0	10.938	0
c	0	0	40.8543

Atoms: element, x, y, z (angstrom)
Si	0	0	0.9665
Si	3.8672	0	0.9665
Si	7.7343	0	0.9665
Si	1.9336	1.3673	0.9665
Si	5.8008	1.3673	0.9665
Si	9.6679	1.3673	0.9665
Si	0	5.469	0.9665
Si	3.8672	5.469	0.9665
Si	7.7343	5.469	0.9665
Si	1.9336	6.8362	0.9665
Si	5.8008	6.8362	0.9665
Si	9.6679	6.8362	0.9665
Si	1.9336	2.7345	39.8872
Si	5.8008	2.7345	39.8872
Si	9.6679	2.7345	39.8872
Si	0	4.1018	39.8872
Si	3.8672	4.1018	39.8872
Si	7.7343	4.1018	39.8872
Si	1.9336	8.2035	39.8872
Si	5.8008	8.2035	39.8872
Si	9.6679	8.2035	39.8872
Si	0	9.5708	39.8872
Si	3.8672	9.5708	39.8872
Si	7.7343	9.5708	39.8872
Si	0	0	4.8337
Si	3.8672	0	4.8337
Si	7.7343	0	4.8337
Si	1.9336	1.3673	4.8337
Si	5.8008	1.3673	4.8337
Si	9.6679	1.3673	4.8337
Si	0	5.469	4.8337
Si	3.8672	5.469	4.8337
Si	7.7343	5.469	4.8337
Si	1.9336	6.8362	4.8337
Si	5.8008	6.8362	4.8337
Si	9.6679	6.8362	4.8337
Si	1.9336	2.7345	2.9001
Si	5.8008	2.7345	2.9001
Si	9.6679	2.7345	2.9001
Si	0	4.1018	2.9001
Si	3.8672	4.1018	2.9001
Si	7.7343	4.1018	2.9001
Si	1.9336	8.2035	2.9001
Si	5.8008	8.2035	2.9001
Si	9.6679	8.2035	2.9001
Si	0	9.5708	2.9001
Si	3.8672	9.5708	2.9001
Si	7.7343	9.5708	2.9001
Si	-2.6382	1.3782	26.6753
Si	6.1545	2.4261	23.477
Si	3.9888	2.7104	25.2877
Si	6.251	2.148	30.3925
Si	11.1098	1.0023	24.4411
Si	9.4399	2.5167	31.8199
Si	3.0711	4.7298	23.4912
Si	6.957	7.6309	19.806
Si	4.3472	8.7558	32.7088
Si	-3.4036	4.6713	31.8702
Si	8.1956	11.8361	30.5994
Si	7.4112	10.7123	28.5981
Si	-3.7854	-0.9738	31.9712
Si	6.1161	4.4326	30.6754
Si	11.769	4.9989	31.613
Si	1.3467	1.0103	30.8035
Si	-0.1895	2.8754	30.5812
Si	9.8267	6.2717	30.9761
Si	-1.013	3.2639	28.3527
Si	7.2069	10.6792	22.8111
Si	12.039	9.7056	31.9749
Si	5.5385	10.091	31.2325
Si	5.1539	12.2442	32.183
Si	3.3818	8.9484	24.5909
Si	0.1435	0.0186	34.0066
Si	3.9763	-0.3512	34.3165
Si	7.8569	-0.0252	34.1207
Si	2.1684	1.218	34.2142
Si	5.8414	1.1406	34.3534
Si	9.7629	1.3987	33.9496
Si	-0.0927	5.4921	33.9767
Si	3.8493	5.4398	34.1137
Si	7.6921	5.7348	33.9524
Si	1.8799	6.7716	34.0899
Si	5.6034	7.0294	33.9983
Si	9.6828	7.064	34.0693
Si	1.9642	2.7199	36.0248
Si	5.8348	2.7749	36.0402
Si	9.6768	2.7569	35.9393
Si	0.0072	4.1013	35.9458
Si	3.8822	4.0817	36.035
Si	7.7404	4.209	35.9005
Si	1.9129	8.1563	36.0247
Si	5.8619	8.1725	36.0511
Si	9.7388	8.2514	36.075
Si	0.0525	9.6179	35.9976
Si	3.8858	9.3882	36.2388
Si	7.796	9.5543	36.0399
Si	0	0	37.9537
Si	3.8672	0	37.9537
Si	7.7343	0	37.9537
Si	1.9336	1.3673	37.9537
Si	5.8008	1.3673	37.9537
Si	9.6679	1.3673	37.9537
Si	0	5.469	37.9537
Si	3.8672	5.469	37.9537
Si	7.7343	5.469	37.9537
Si	1.9336	6.8362	37.9537
Si	5.8008	6.8362	37.9537
Si	9.6679	6.8362	37.9537
Si	1.8925	2.7564	6.7312
Si	5.7833	2.7404	6.7832
Si	9.643	2.7125	6.7976
Si	-0.0469	4.1217	6.7266
Si	3.8316	4.0861	6.7398
Si	7.7341	4.1029	6.81
Si	1.915	8.2331	6.7596
Si	5.7846	8.1846	6.7372
Si	9.6255	8.2131	6.7789
Si	-0.0379	9.5721	6.7851
Si	3.8658	9.5398	6.7184
Si	7.6968	9.5662	6.7793
Si	-0.0247	-0.0136	8.7371
Si	3.8434	-0.078	8.6502
Si	7.6752	-0.0389	8.7496
Si	1.9415	1.2807	8.5613
Si	5.7521	1.3489	8.7133
Si	9.6044	1.3026	8.7306
Si	-0.0301	5.6372	8.5303
Si	3.7773	5.4597	8.6471
Si	7.7236	5.4748	8.772
Si	1.9178	6.9394	8.7326
Si	5.756	6.7222	8.5825
Si	9.6036	6.9714	8.7964
Si	-2.0195	2.8231	10.523
Si	5.531	0.2413	12.5108
Si	11.6051	-1.1532	10.8279
Si	-3.3985	-0.7982	16.2997
Si	0.2071	8.0649	21.6992
Si	6.1076	7.7515	15.3506
Si	5.7001	2.7434	10.6512
Si	10.561	13.6154	12.6515
Si	9.4353	6.7799	17.8391
Si	5.7338	8.0839	10.4425
Si	3.792	5.4814	12.5007
Si	9.794	6.5598	12.3808
Si	2.2629	-5.1994	30.8379
Si	1.6176	-4.3804	12.6443
Si	7.613	-4.3169	22.5949
Si	-0.0007	3.9489	10.0939
Si	1.8153	-2.7568	10.8021
Si	15.2128	3.8065	15.0255
Si	0.2477	2.3568	17.1093
Si	6.0286	0.8087	17.8026
Si	7.631	4.1247	10.7528
Si	7.5216	9.5677	10.7347
Si	10.5108	9.1064	16.3789
Si	14.857	8.5107	21.3748
O	-0.4184	17.2733	27.9748
O	0.5673	-6.9703	17.0706
O	15.5213	2.2348	15.222
O	25.355	8.0678	25.2196
O	6.0956	24.3122	17.7026
O	30.1356	-5.6706	22.0633
O	21.6311	1.8142	27.8407
O	28.3756	15.7542	20.1232
O	0.0169	24.3367	23.9503
O	4.6344	7.4404	16.0821
O	8.1842	21.9141	27.1578
O	30.1781	31.5708	24.0735
O	26.3718	-0.5081	25.2344
O	11.9509	24.5541	21.2134
O	13.5669	5.2946	27.447
O	28.1455	44.0201	16.7235
O	25.3181	-18.2848	22.8346
O	14.201	23.8773	25.6618
O	25.8811	35.7598	28.7157
O	10.7453	-24.4553	14.9331
O	20.1858	32.2643	22.0174
O	-9.4811	11.3354	27.6058
O	0.3816	17.0123	25.4509
O	29.8433	14.5433	24.5452
Si	22.9092	17.9651	14.1427
Si	12.039	22.6588	12.4147
Si	6.4284	19.3127	24.8358
Si	2.1123	11.4252	25.9742
Si	14.3435	12.1952	28.8902
Si	-1.9583	-2.5669	10.8108
Si	-3.9301	16.5237	12.685
Si	-0.147	26.7851	12.1375
Si	-7.7594	31.333	10.5796
Si	7.3309	18.736	27.8115
Si	-1.9806	4.1149	19.3771
Si	-7.3808	22.5046	15.3139
Si	-15.8918	14.3774	17.3608
Si	17.4412	5.3397	28.4886
Si	17.3056	6.9038	12.4524
Si	5.4143	10.2272	20.2845
Si	9.8098	8.4205	32.0374
Si	14.359	4.625	28.7139
Si	6.5674	25.2996	26.1934
Si	3.8934	15.3472	31.9627
Si	22.5999	13.1671	19.9593
Si	-19.4168	6.2162	16.8035
Si	-7.8468	-6.843	10.5689
Si	16.7333	11.4425	29.1971
Si	12.8168	7.0103	24.4029
Si	16.5485	28.2832	19.7337
Si	14.5727	45.8764	32.2011
Si	9.7337	16.9569	28.6951
Si	2.2257	7.8994	32.0423
Si	12.1224	36.1557	22.6853
Si	21.7488	10.6842	21.705
Si	1.2554	32.9115	15.4645
Si	32.3757	-9.0462	15.4189
Si	-1.3614	16.5618	21.9204
Si	5.5965	4.4671	21.6537
Si	1.1514	26.9329	15.9855
Si	13.51	24.4807	10.4523
Si	-4.1509	27.7609	15.7158
Si	0.4351	16.337	26.9408
O	7.6614	16.0085	14.2951
O	13.379	12.4942	11.7778
O	13.8543	6.1192	23.5198
O	9.3723	-6.232	20.8878
O	27.0684	9.7327	20.4719
O	-10.2774	45.3049	16.2084
O	7.2497	12.1756	23.4628
O	19.4633	24.4289	26.5784
O	16.8682	43.9809	14.1231
O	-1.3816	11.8197	20.5191
O	-11.3211	7.8441	23.3397
O	26.7798	4.2628	24.9724
O	-5.98	12.7391	12.0263
O	-18.9919	10.4503	11.8701
O	-2.2098	37.2098	28.5433
O	32.3863	17.2772	22.938
O	-4.6502	32.3285	12.0647
O	-45.7437	0.1828	13.9386
O	23.8136	11.2051	25.3919
O	27.2466	6.4021	18.3894
O	11.8609	21.0352	16.4034
O	18.2007	37.5659	27.1301
O	34.3128	61.4127	21.0793
O	7.5159	7.6919	21.3595
O	8.6531	-4.0712	27.8346
O	37.6488	10.6542	15.2931
O	-6.9358	-8.9775	23.9897
O	-16.3766	-6.0075	16.9122
O	22.4945	43.8925	23.0917
O	-11.7066	-27.0047	15.277
O	19.6379	35.6648	16.0367
O	19.7925	-3.6175	18.772
O	-5.6248	13.8528	21.9277
O	25.2047	4.141	14.9177
O	27.4138	4.7234	16.2526
O	-4.755	-14.7878	23.9379
O	27.4596	26.2126	13.636
O	23.5285	-9.0907	18.6618
O	19.8467	14.4806	18.7002
O	36.4853	30.1584	21.0454
O	-1.8878	44.8658	25.2644
O	7.547	9.079	28.7903
O	4.821	-2.553	25.0784
O	27.473	37.8349	28.3046
O	29.1657	-0.3677	21.7754
O	-17.1458	6.9658	28.4035
O	15.987	26.8178	22.6053
O	-0.7236	9.3137	21.2339
O	2.1463	39.0497	16.5844
O	43.4029	55.0596	15.1853
O	7.1164	8.2948	26.2899
O	10.5349	18.9279	17.6147
O	-0.3348	-17.1542	22.7906
O	10.3809	23.8421	16.516
O	17.3566	-13.9047	13.7589
O	-1.4995	49.1836	18.4876
O	7.0264	-12.8166	15.8227
O	-16.8427	9.1283	19.5242
O	40.2698	11.5119	19.3096
O	28.3271	2.6603	26.4796
O	15.7037	39.9872	20.9413
O	7.4893	11.0072	17.5349
O	-14.3229	39.2355	16.3344
O	-43.0232	8.9172	22.9559
O	11.4509	14.8003	27.0553
O	21.2059	46.2194	13.9763

Results
free energy: -175137.357 eV
free energy less fixed offsets of O -568.88, Si -635.61 eV per atom: 5.793 eV

Forces (eV/angstrom), in the order of the atoms: element, x, y, z
Si	0.0028	0.0748	-0.0025
Si	-0.0104	-0.0514	0.0232
Si	0.0069	0.0482	0.0109
Si	0.0172	-0.0097	0.0004
Si	-0.005	-0.0228	0.02
Si	-0.0068	-0.0929	-0.0109
Si	-0.0119	0.0213	-0.0413
Si	0.0086	0.0294	-0.0112
Si	0.0024	0.0901	-0.0009
Si	0.0017	-0.0553	0.002
Si	-0.0143	-0.0205	-0.0113
Si	0.0092	-0.0447	0.004
Si	0.0175	0.0055	0.0093
Si	-0.0213	-0.013	0.0262
Si	0.0175	0.0878	0.0215
Si	-0.0131	-0.1096	-0.082
Si	-0.0034	-0.0224	0.0228
Si	0.0669	-0.132	-0.0618
Si	0.0217	0.0844	-0.0465
Si	-0.0025	0.0492	-0.0194
Si	0.0168	0.0274	0.0179
Si	-0.0212	-0.0855	0.0011
Si	0.0327	0.146	0.1284
Si	-0.0042	-0.0434	0.0001
Si	-0.044	0.0258	0.0982
Si	0.0524	0.0963	-0.1079
Si	-0.0697	0.0363	0.1111
Si	-0.088	-0.0228	-0.1681
Si	0.0126	0.047	0.0404
Si	0.0028	-0.012	0.0906
Si	-0.0687	0.0488	-0.4441
Si	0.0024	0.0577	-0.1129
Si	0.0029	-0.0234	0.1883
Si	-0.0382	-0.0635	0.1157
Si	0.0283	-0.1719	-0.2366
Si	-0.0419	-0.0343	0.123
Si	-0.0115	-0.0143	-0.0298
Si	-0.0017	0.0388	0.0137
Si	-0.0063	0.075	-0.011
Si	-0.0007	0.0326	-0.0484
Si	-0.0163	-0.022	-0.0134
Si	-0.0053	-0.0985	0.0233
Si	-0.0065	0.0578	0.0055
Si	-0.0007	0.0115	0.0022
Si	-0.0173	0.0597	0.0176
Si	-0.006	-0.0768	0.012
Si	-0.0077	0.0371	-0.0104
Si	-0.0109	-0.0606	0.0092
Si	0.0398	0.0192	-0.0279
Si	0.001	0.0103	0.003
Si	-0.0234	-0.002	0.0253
Si	-0.0653	0.1554	-0.0576
Si	-0.0032	0.0095	0.0041
Si	0.0479	0.0072	0.0085
Si	0.0096	-0.0035	-0.0014
Si	-0.006	-0.0214	-0.0461
Si	-0.0593	0.0222	0.0421
Si	-0.0219	0.0343	0.0173
Si	0.0125	-0.0998	-0.0064
Si	-0.0396	-0.0462	-0.0544
Si	0.0352	-0.0162	-0.0029
Si	-0.0029	-0.0309	0.0205
Si	0.0439	-0.0115	-0.0005
Si	0.0034	0.0097	0.0018
Si	-0.002	-0.0078	0.0234
Si	-0.0061	0.0192	0.0226
Si	0.0089	0.009	-0.0499
Si	0.0056	0.0017	0.0028
Si	-0.0011	-0.0216	-0.0012
Si	-0.0036	0.3405	0.072
Si	0.0632	-0.3249	0.0213
Si	-0.0003	0.0064	0.0041
Si	0.0083	-0.0346	0.0036
Si	0.0154	-0.0319	0.0268
Si	0.001	-0.0088	-0.0007
Si	0.0063	0.0088	0.0092
Si	-0.0121	-0.002	-0.0207
Si	-0.0167	0.0051	0.0263
Si	0.0102	0.0169	-0.0149
Si	-0.0081	0.0035	0.0105
Si	0.0061	-0.0169	0.0027
Si	-0.0145	0.0068	0.0428
Si	0.0138	-0.0136	0.0184
Si	-0.0036	0.0047	-0.0059
Si	0.0005	0.0009	0.0011
Si	0.0073	-0.0021	-0.001
Si	-0.0145	-0.0071	0.0066
Si	0.0041	0.0052	0.005
Si	0.0026	0.0036	-0.0088
Si	0.0099	-0.0012	-0.0094
Si	0.0173	-0.0048	-0.005
Si	0.0001	-0.0022	-0.0135
Si	0.0009	0.0028	-0.0019
Si	0.0093	-0.0017	-0.0064
Si	-0.013	0.0136	0.0033
Si	-0.0012	0.0143	0.0082
Si	0.1369	0.204	-0.0736
Si	-0.0625	0.102	0.4605
Si	-0.0006	0.0601	0.0208
Si	-0.0931	0.0116	0.1661
Si	0.1506	0.1093	0.0215
Si	-0.1174	0.1696	-0.4254
Si	0.0592	-0.1102	-0.25
Si	0.0089	0.0761	-0.0433
Si	-0.01	-0.011	-0.2578
Si	-0.2343	-0.2927	0.117
Si	0.2281	-0.3183	0.1758
Si	0.142	-0.1114	0.0849
Si	-0.002	-0.0161	-0.0123
Si	0.0036	-0.0201	0.0039
Si	0.0015	-0.015	-0.0062
Si	-0.0048	-0.0079	0.0102
Si	-0.0014	0.0024	-0.005
Si	-0.0023	0.0145	-0.0163
Si	-0.0082	-0.0041	-0.0017
Si	0.0039	0.0063	-0.007
Si	0.0046	-0.0009	-0.0102
Si	-0.0018	0.0058	-0.0014
Si	-0.0023	0.0063	0.0087
Si	-0.0019	0.0078	0.0038
Si	-0.0105	-0.0101	-0.0102
Si	0.0035	-0.0024	0.0028
Si	0.0041	-0.01	-0.0026
Si	0.0007	0.0144	0.002
Si	-0.0064	0.0161	0.0051
Si	-0.0089	0.0089	0.0078
Si	-0.007	0.0046	0.0189
Si	-0.0004	-0.0093	0.0075
Si	0.0063	-0.0077	-0.0038
Si	-0.0181	0.0015	-0.0003
Si	0.0038	0.0134	-0.0062
Si	0.0025	-0.0034	-0.0131
Si	0.0008	-0.0111	-0.0123
Si	0.0053	0.013	0.0015
Si	0.0188	-0.0081	0.0129
Si	-0.0125	-0.035	-0.0325
Si	-0.0073	0.0088	-0.0047
Si	0.0069	0.0007	-0.0245
Si	-0.0005	0.0141	-0.0296
Si	0.0456	-0.0398	-0.0521
Si	0.0005	0.0166	-0.0226
Si	0	0.0111	0.0394
Si	0.0564	0.0293	-0.0083
Si	-0.0729	0.0329	0.0444
Si	-0.0237	-0.0389	-0.0161
Si	-0.1527	-0.1174	-0.0234
Si	-0.0039	0.0004	0.0148
Si	-0.0458	-0.0155	0.0197
Si	0.0106	0.0238	0.0089
Si	-0.0043	0.0254	-0.0116
Si	-0.0227	0.0161	0.0122
Si	0.0245	-0.0001	0.0021
Si	-0.0039	-0.0125	0.0318
Si	0.0174	-0.0053	-0.0302
Si	0.002	-0.0261	0.0337
Si	0.0014	-0.0104	-0.0025
O	-0.0048	-0.0047	0.0083
O	0.0046	-0.0105	0.0017
O	0.0014	-0.0059	0.0053
O	0.0048	0.0063	0.0002
O	-0.0076	-0.0104	0.0046
O	-0.0384	-0.0188	-0.0143
O	-0.0186	-0.0086	-0.0109
O	-0.0024	-0.0206	0.0261
O	-0.01	-0.0235	0.0051
O	-0.0276	-0.0203	0.0275
O	0.0052	0.0159	0.0096
O	-0.0027	-0.0053	0
O	0	-0.0064	0.0005
O	0.0047	-0.0004	0.005
O	-0.0051	-0.0046	0.0203
O	-0.0081	0.0047	-0.0009
O	0.0101	0.0111	-0.0012
O	0.011	-0.013	0.0058
O	-0.0101	-0.0292	0.0047
O	-0.0052	-0.0074	-0.0458
O	0.0138	0.0101	-0.0038
O	0.014	-0.0054	0.0139
O	-0.0011	0.0042	0.0034
O	0.0017	-0.0017	0.0032
Si	-0.015	0.0726	0.0648
Si	-0.0416	0.0264	-0.015
Si	0.0066	-0.0297	0.0338
Si	-0.0016	0.0189	0.0003
Si	-0.0211	0.0715	-0.0299
Si	-0.0145	0.0387	0.0033
Si	-0.0504	0.0039	-0.014
Si	0.2221	0.0459	0.0283
Si	-0.0162	-0.0159	-0.0279
Si	0.0004	0.0351	-0.0364
Si	0.0111	-0.0125	-0.0157
Si	0.0024	-0.0113	-0.0021
Si	0.0108	0.0203	-0.0031
Si	-0.0238	0.0083	-0.0398
Si	0.0314	-0.0215	0.0216
Si	0.0057	-0.0168	-0.0053
Si	0.0027	0.0059	0.0158
Si	-0.0225	-0.0335	-0.0025
Si	-0.0045	-0.0124	-0.0034
Si	0.0015	-0.0048	-0.0061
Si	-0.0035	0.0228	-0.0235
Si	0.0042	0.0216	-0.0092
Si	-0.0075	-0.0444	0.0222
Si	0.063	-0.0804	-0.0643
Si	-0.0089	-0.0067	0.0035
Si	0.0264	0.0008	0.0089
Si	-0.0505	0.0434	-0.0232
Si	0.001	0.0083	-0.0476
Si	-0.0114	0.0709	0.0075
Si	0.001	0.0048	0.01
Si	-0.0038	-0.0089	0.0058
Si	-0.0161	-0.0174	-0.0015
Si	-0.0168	-0.013	-0.0041
Si	-0.007	-0.0044	-0.004
Si	0.0035	0.0423	0.0217
Si	-0.0092	0.0047	0.0038
Si	0.036	0.0245	-0.0103
Si	0.0121	0.0028	-0.0122
Si	0.0274	0.009	0.0014
O	0.0079	0.0144	-0.0127
O	0.0123	-0.0139	0.0324
O	-0.0011	0.0028	0.0024
O	0.0003	0.0069	0.0212
O	-0.0009	0.0028	0.0023
O	0.0108	-0.0003	0.0074
O	-0.0064	0.0058	0.0037
O	-0.0061	0.0074	0.0139
O	-0.0028	0.0025	-0.005
O	-0.0043	-0.015	0.0133
O	0.0045	-0.0008	0.0006
O	0.0015	0.0021	-0.0112
O	0.0025	0.0009	0.0149
O	0.0168	-0.0024	0.0136
O	-0.012	-0.0183	0.0119
O	-0.0104	0	-0.0012
O	-0.0184	-0.001	0.0238
O	0.0018	-0.0058	0.0083
O	-0.0003	0.0062	0.0015
O	-0.0056	0.0005	-0.0026
O	0.0036	0.0137	-0.0108
O	-0.0062	-0.0082	0.0147
O	0.0055	0.0067	0.0089
O	0.0156	0.0001	0.0272
O	-0.0309	0.0164	0.0186
O	0.0094	0.0114	0.0054
O	0.0035	-0.0025	-0.0001
O	-0.0076	-0.0089	0.0041
O	-0.0103	0.009	-0.0076
O	0.0217	-0.0077	-0.0577
O	0.0061	-0.0035	0.0067
O	0.005	-0.01	0.0082
O	0.0008	-0.0057	-0.0013
O	0.0128	-0.0033	0.0139
O	0.0017	-0.0125	-0.0004
O	-0.0072	0.0276	0.0034
O	-0.0038	-0.0017	-0.002
O	0.005	-0.0015	0.0069
O	-0.0029	-0.003	0.0031
O	0.0037	0.0042	0.0072
O	0.0063	0.0115	0.0185
O	0.0032	-0.0017	0.0195
O	0.0342	0.002	-0.0042
O	0.0499	0.0283	0.0127
O	0.0015	0.0056	0.0056
O	0.0055	-0.0141	0.0083
O	0.0162	-0.0071	-0.0115
O	0.0021	0.0008	0.0113
O	0.0052	-0.0066	-0.0011
O	0.0198	0.0137	0.0129
O	-0.0018	-0.0246	0.0151
O	-0.0197	0.0145	0.0002
O	0.005	-0.0036	0.0002
O	0.0036	-0.0016	-0.001
O	-0.0108	-0.0063	-0.0189
O	0.002	0.0002	0.0076
O	0.0237	0.0052	0.0098
O	-0.0133	0.0284	0.0126
O	-0.0059	0.0046	-0.0032
O	0.0137	0.0038	0.0035
O	-0.0185	0.0138	0.0059
O	-0.0065	0.0157	0.0252
O	-0.0075	0.0066	0.0198
O	0.0005	0.0041	0.0072
O	-0.0128	-0.0013	0.026
O	-0.0083	0.0106	0.0148

The program warned: the cutoff lies below the one the program advises for these potential files; the exchange-correlation potential is rough where the density is thin.
